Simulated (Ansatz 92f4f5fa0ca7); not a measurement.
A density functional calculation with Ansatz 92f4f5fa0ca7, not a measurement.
Periodic cell of 237 atoms, Si146O90B1, from a study of silicon, its oxide and their interface. The atomic structure is a simulated model.
Doubt: the cutoff is far below the 930 eV that the study's wrapper takes by default for these files, so forces and energies are approximate.
This geometry differs little from another in the collection (a relaxation step or a small displacement).

Settings: functional PBE; potential files Ansatz PAW; basis plane waves; wave-function cutoff 580 eV; density cutoff ratio 5; exchange-correlation grid ratio 1; k mesh 1 x 1 x 1, Gamma-centred; self-consistency stop 5e-08 eV per atom in the density residual; occupations fixed; spin none; net charge -1 e, with a uniform compensating background and no finite-size correction.

Cell vectors (angstrom)
a  11.6015  0  0
b  0  10.938  0
c  0  0  32.0622

Atoms and the computed forces on them: element, x, y, z (angstrom), force x, y, z (eV/angstrom)
Si  -0.1965  -0.0611  23.2831  -0.0003  0.0007  0.0015
Si  3.6714  0.1975  23.1069  0.0005  -0.0012  0.0015
Si  7.5529  -0.1376  23.4569  -0.0002  0.0003  0.002
Si  1.6899  1.3782  23.4157  -0.0001  0  0.0014
Si  5.7355  1.4038  23.1924  0.0002  0.0005  0.0008
Si  9.4415  1.2295  23.3752  0.0004  0.0006  0.0021
Si  0.1579  5.3083  23.4659  -0.0001  0.0006  0.003
Si  4.1247  5.2895  23.4017  0.0002  0.0005  0.0014
Si  8.0335  5.6081  23.5566  0  0.0002  0.0003
Si  2.1588  6.5735  23.3671  -0.0005  -0.0001  -0.0008
Si  5.9665  6.766  23.4945  0.0003  -0.0011  0.0018
Si  10.0105  6.8676  23.6082  0.0003  -0.0011  0.001
Si  1.904  2.662  25.3892  -0.0001  -0.0003  -0.0002
Si  5.8351  2.653  25.2578  0.0002  -0.0004  -0.0005
Si  9.6284  2.684  25.2784  -0.0002  0.0001  -0.0001
Si  11.5966  4.0037  25.3942  0.0003  -0.0004  -0.0009
Si  3.8956  3.9698  25.332  0  -0.0001  -0.0007
Si  7.7444  4.095  25.3584  0.0004  0.0007  -0.0007
Si  1.9734  8.1489  25.1871  0  -0.0003  -0.0008
Si  5.7764  8.1662  25.3785  0.0004  0.0002  -0.0001
Si  9.7137  8.2616  25.4449  -0.0007  0.0002  -0.0002
Si  11.6399  9.5641  25.271  -0.0002  -0.0003  -0.0002
Si  3.8669  9.5874  25.0773  -0.0001  0.0006  0.0001
Si  7.6923  9.5201  25.4205  0  0.0001  0
Si  11.6482  -0.0123  27.2218  0  0.0014  -0.0002
Si  3.9024  -0.0542  27.1279  0  0.0005  0.0003
Si  7.7598  -0.0245  27.3063  0.0003  0  0.0005
Si  1.9847  1.3122  27.294  0.0002  -0.0003  0.0001
Si  5.8325  1.3208  27.2103  0  -0.0003  -0.0001
Si  9.6931  1.3312  27.2287  -0.0003  -0.0006  0.0002
Si  11.5906  5.4674  27.2481  -0.0003  -0.0005  0.0002
Si  3.8466  5.4198  27.2281  0.0002  -0.0004  0.0002
Si  7.7144  5.4618  27.2866  0  -0.0003  0.0001
Si  1.9362  6.823  27.176  0  0.0003  -0.0003
Si  5.7604  6.7987  27.2922  0.0002  0.0004  0.0001
Si  9.6557  6.8198  27.3082  0  0.001  -0.0001
Si  1.9445  2.7175  29.2011  -0.0008  -0.0002  -0.0008
Si  5.7963  2.7182  29.1399  0.0005  0.0001  -0.0002
Si  9.6789  2.722  29.1699  0.0001  -0.0006  -0.0002
Si  0.0117  4.0937  29.1762  0.0001  0.0003  0.0006
Si  3.8649  4.0894  29.1854  0.0005  0.0007  0.0005
Si  7.7346  4.0855  29.2046  0.0001  0.0001  0.0001
Si  1.9393  8.1866  29.1289  0.0004  0.0002  0.0009
Si  5.7948  8.183  29.2059  0.0003  0.0001  0.0002
Si  9.6717  8.1914  29.2326  0.0002  -0.0004  0.0001
Si  0.0054  9.5581  29.1648  -0.0001  -0.0003  -0.0001
Si  3.8732  9.5579  29.1202  -0.0002  0.001  0.0007
Si  7.7343  9.5468  29.226  -0.0002  0.0005  -0.0015
Si  -0.0007  -0.0013  31.1111  -0.0002  -0.0002  -0.0002
Si  3.8598  -0.0013  31.0799  0.0002  -0.002  -0.0005
Si  7.7291  0.0067  31.134  0.0003  -0.0007  0.0003
Si  1.9294  1.3686  31.1381  0.0006  0.0008  0.0006
Si  5.7932  1.3688  31.0833  -0.0003  0.0007  -0.0008
Si  9.6665  1.3662  31.1265  -0.0001  0.002  -0.0002
Si  0.0083  5.4661  31.1082  -0.0001  -0.0001  0.0005
Si  3.8689  5.4733  31.1175  0.0001  0  0.0007
Si  7.7409  5.4623  31.1458  0.0002  0.0003  0.0004
Si  1.9375  6.8408  31.0856  -0.0004  -0.0001  0
Si  5.8045  6.8293  31.1379  0.0001  -0.0006  0.0006
Si  9.6772  6.8278  31.1618  0.0003  0.0001  0.0002
Si  1.9276  2.7547  1.0073  -0.001  -0.0004  0.0008
Si  5.7934  2.7513  0.9488  0.0009  -0.0003  0.0021
Si  9.6638  2.731  1.019  0.0004  -0.0018  0.0002
Si  -0.0175  4.1099  0.9783  0.0003  0.0007  0.0002
Si  3.8622  4.1231  1.0017  -0.0004  0.0005  -0.0017
Si  7.7391  4.1102  1.0256  0.0005  -0.0004  -0.0011
Si  1.9239  8.2109  0.9648  0.001  0.0001  0.0006
Si  5.8019  8.2195  0.9911  0.0003  0  -0.0009
Si  9.6672  8.2203  1.0258  0  -0.0004  -0.0003
Si  -0.0032  9.5925  1.003  -0.0001  -0.0017  -0.0012
Si  3.8596  9.5827  0.9795  -0.0005  0.0013  0.0008
Si  7.7362  9.5816  1.0053  -0.0002  0.0002  -0.0001
Si  11.5988  0.0392  2.9399  0.0007  0.0027  -0.0001
Si  3.8536  0.0314  2.9248  -0.0002  0.0002  -0.0007
Si  7.75  0.0247  2.9219  0  0.0015  -0.0019
Si  1.9291  1.4066  2.9473  0.0014  -0.0011  -0.0003
Si  5.8164  1.3684  2.8543  0.0003  -0.0006  -0.0003
Si  9.6597  1.4026  2.9929  -0.0013  0.0015  -0.0038
Si  11.5505  5.4846  2.9002  0.0004  -0.0018  0.0018
Si  3.8733  5.5165  2.9349  0.0009  -0.0006  0.0014
Si  7.7491  5.4931  2.9689  0.0025  -0.0008  -0.0007
Si  1.894  6.8269  2.8881  -0.0023  0.0012  -0.002
Si  5.8223  6.8612  2.9208  -0.0018  0.0017  0.0014
Si  9.6568  6.8999  2.9927  0.002  0.0002  -0.0018
Si  1.9121  2.8456  4.8402  -0.0025  -0.0004  0.0024
Si  5.8435  2.7389  4.7601  0.0007  0.0012  -0.0007
Si  9.6047  2.6275  5.0454  0.0128  -0.0078  0.0097
Si  11.495  4.0706  4.786  -0.0037  0.0003  -0.004
Si  3.923  4.1074  4.8358  0.0006  0.0007  0.0007
Si  7.7753  4.1456  4.9207  -0.008  0.0003  0.0016
Si  1.8583  8.1844  4.8154  0.001  0.0009  0.0011
Si  5.8146  8.3022  4.7927  -0.0002  -0.0011  -0.0009
Si  9.6523  8.3432  4.9177  -0.0026  -0.0014  -0.0005
Si  11.6008  9.7071  4.9338  0.0025  0.0008  0.002
Si  3.8063  9.5019  4.8034  -0.0003  0.0025  0.0024
Si  7.7283  9.7273  4.9352  -0.0031  0.001  0.0022
Si  11.3755  0.3646  6.7929  0.0084  -0.0051  0.0012
Si  3.74  -0.0107  6.657  -0.0002  -0.0008  -0.0047
Si  7.8836  0.207  6.9181  0.0102  -0.0004  0.0005
Si  1.9652  1.5064  6.7791  0.006  -0.0002  -0.0038
Si  5.7592  1.2845  6.6349  -0.0049  0.001  -0.004
B  9.6505  1.5142  6.8675  -0.0203  0.0141  -0.0059
Si  11.5252  5.4722  6.6728  0.0006  0.0034  -0.0014
Si  3.9898  5.4572  6.7969  -0.0001  0.0006  -0.0026
Si  7.7429  5.6745  6.8177  0.0002  0.0018  0.0005
Si  1.9673  6.6454  6.6371  0.0011  -0.0026  -0.0007
Si  5.8321  7.0072  6.7354  -0.0011  -0.0009  -0.0028
Si  9.7689  7.0379  6.9095  0.0017  -0.0038  -0.0017
O  10.025  7.9689  8.3024  0.001  0.0027  0.0033
O  7.7147  10.0416  8.2324  -0.0038  -0.0069  0.0059
O  7.3664  4.7828  8.1796  0.0006  0.0003  0.0047
O  3.3912  10.3678  8.2106  0  -0.0021  0.0057
O  2.0215  7.5745  8.004  -0.001  0.0023  0.0041
O  3.9936  4.5996  8.2507  0.0001  -0.0006  0.0017
O  9.7378  2.3634  8.0609  0.0024  0.0003  -0.0018
O  2.5995  2.3493  8.1194  0.0001  0.0015  0.0025
O  11.3809  4.5071  8.0151  -0.0013  -0.0023  0.0029
O  5.3544  2.3852  7.8187  -0.0001  0.0017  0.0032
O  5.8772  8.0502  8.0465  0.0007  0.0003  0.0021
O  11.2483  10.3729  8.1602  -0.0022  -0.0019  0.0017
O  11.2642  10.0895  21.8018  -0.0003  -0.0021  -0.0019
O  3.2346  10.7049  21.5251  0.0004  -0.0003  -0.0019
O  5.7753  7.7691  22.172  0.0008  0.0015  -0.0017
O  4.2286  4.4488  21.9442  0.0007  -0.0008  -0.002
O  7.6843  9.6829  22.1949  -0.0005  -0.0016  -0.0017
O  10.32  7.6674  22.1827  0.001  0.0012  -0.0018
O  1.6235  2.3995  22.1022  -0.0006  0.001  -0.0013
O  5.9459  2.4312  21.8744  0  0.001  -0.0016
O  8.4376  4.7046  22.2154  0.0001  -0.0006  -0.0023
O  -0.0723  4.4449  22.0393  0  -0.0026  -0.0021
O  2.3419  7.3266  21.903  -0.0013  -0.0011  -0.0053
O  9.1316  1.8821  21.8737  0.0001  0.0015  -0.0029
Si  1.9155  7.821  9.5811  0.0008  0.0009  -0.0043
Si  5.0412  0.5752  17.6733  -0.0003  0.0007  0.0007
Si  2.4961  5.4256  13.9926  -0.0006  0.0002  -0.0006
Si  10.5474  3.8884  13.9776  0.0004  0.0011  -0.0014
Si  8.3019  2.3822  15.2448  0.0014  -0.0031  -0.0018
Si  9.5502  2.2403  20.3477  -0.0002  0.0001  0.0028
Si  10.4825  3.5115  8.9384  0.0019  -0.0023  -0.0047
Si  0.0056  2.2932  11.4999  0.0001  0.0011  -0.0015
Si  11.0355  8.133  15.4015  0.0003  -0.0009  -0.001
Si  5.188  6.9188  13.9567  0.0002  -0.0001  -0.0014
Si  5.731  2.6283  11.1052  0.0001  0.0004  -0.0018
Si  8.581  7.6647  19.39  0.0002  -0.001  0.0015
Si  8.1202  4.8438  20.6297  -0.0007  -0.0002  0.0023
Si  5.9185  9.5785  15.188  0  0.0002  -0.0008
Si  2.1063  7.6291  20.3281  -0.0004  -0.0004  0.0028
Si  1.9121  4.8861  18.7601  -0.0008  -0.0001  0.0017
Si  4.497  3.4378  18.0057  -0.0003  0.0001  0.0016
Si  8.5087  8.9308  16.8136  0.0003  -0.0007  0.0001
Si  0.8223  9.4809  13.3083  -0.0004  0.0005  -0.0009
Si  9.8947  10.6229  11.7372  0.0008  -0.0004  -0.0019
Si  5.3531  3.7016  21.0127  0  0.0005  0.0026
Si  0.5852  5.5123  16.2206  -0.0005  -0.0003  0.0001
Si  10.779  9.1775  9.1326  -0.0006  0.0002  -0.0034
Si  6.5699  8.8892  21.2991  0.0003  -0.0006  0.0022
Si  7.1589  7.1411  11.4612  0.0011  0.0004  -0.0033
Si  2.6632  0.7312  12.2085  0.0002  -0.0008  -0.0025
Si  10.8866  8.6837  21.0484  -0.0004  0.001  0.0022
Si  6.0418  4.3109  15.6152  -0.0009  -0.0006  -0.0001
Si  7.073  0.4865  12.9717  0.0001  0.0006  -0.0005
Si  4.0446  2.9865  8.5777  -0.0008  -0.0007  -0.0041
Si  0.8754  6.7553  11.8698  0.0003  0.0003  -0.0016
Si  6.6251  9.1183  9.0408  0.002  0.0027  -0.0045
Si  0.6679  3.2893  21.1404  -0.0003  0.0008  0.0014
Si  9.7941  6.5491  12.8808  -0.0009  0.0007  -0.0004
Si  7.7447  4.5218  9.7344  0.0002  -0.0005  -0.0042
Si  3.9919  10.0624  20.2164  -0.0008  -0.0002  0.0028
Si  4.2502  3.0326  13.522  0.001  -0.0001  -0.001
Si  3.8782  10.0202  9.728  -0.0008  0.0008  -0.0039
Si  8.0748  0.7897  18.0177  0.0013  0.0013  -0.0002
O  11.4485  3.2936  12.7734  -0.0003  -0.0006  -0.001
O  9.3587  4.3445  9.8121  -0.0005  0.0002  0.001
O  8.8102  3.6019  19.8611  0.0003  -0.0001  -0.0003
O  4.0556  -0.0682  18.8074  0.0008  0.0003  -0.0015
O  11.3467  4.5373  15.239  -0.0009  -0.0004  -0.0003
O  9.8537  9.754  10.3566  0.0008  0.0007  0.0018
O  3.7522  1.5303  13.136  0.0003  0.0003  0.0008
O  0.6692  9.0567  14.8816  0.0001  -0.0003  0.0008
O  6.4867  0.9943  18.3381  0  0  -0.0009
O  4.7604  3.1664  19.5987  -0.0008  -0.0003  -0.0018
O  6.2443  1.204  11.7569  0.001  -0.0007  0.0014
O  0.5637  8.6941  9.8505  -0.0003  0.0011  0.0001
O  5.6437  4.3076  17.2118  0.0002  0.0002  -0.0004
O  8.4592  7.3006  12.4124  -0.0004  -0.0006  0.0001
O  4.3872  2.6356  10.1498  0.0009  -0.0001  0.0018
O  2.0712  5.677  15.5476  0.0006  -0.0003  0
O  3.3775  0.0573  10.9217  -0.0008  0.0011  0.0019
O  5.9117  7.2105  12.5201  -0.0004  -0.0007  0.0011
O  2.2662  6.3621  19.3336  -0.0008  0.0005  0.0004
O  0.6528  4.8974  17.7267  0.0006  0.0002  0.0004
O  8.3923  10.6688  12.3774  -0.0014  0.0009  0.0009
O  5.4978  10.0948  9.7037  -0.0008  0.0001  0.0013
O  0.5976  8.2114  20.2083  0.0016  -0.0003  -0.0002
O  9.7724  2.6232  14.6295  -0.0059  -0.0017  0.0009
O  1.9907  10.5927  13.2255  -0.0003  -0.0002  0.0005
O  9.9567  9.1022  16.1138  -0.0002  0.0003  0.0005
O  6.122  10.3548  13.7663  0.0009  0.0004  0.0004
O  7.4667  1.5654  14.1259  0.0019  0.0003  0.003
O  1.6326  3.9298  20.024  0.0005  0.0013  -0.002
O  5.9182  5.7742  14.894  0  0.0002  0.0002
O  7.35  8.9585  15.6845  -0.0007  0  -0.0001
O  1.4906  1.6701  11.6217  -0.0007  0.0004  0.0013
O  7.2161  8.3067  10.3318  0.0004  -0.0031  0.0028
O  4.3132  1.9809  17.2776  0.0002  -0.0008  -0.0001
O  7.0097  3.1814  10.2823  -0.0005  0.0004  0.0009
O  11.5361  6.9907  16.4389  -0.0004  0.0007  0.0001
O  8.2892  10.1462  17.8377  0.0001  0.0004  -0.0002
O  3.2834  8.5422  10.0869  -0.0001  -0.0012  0.0006
O  7.5913  3.824  15.5164  0.0001  -0.0004  0.0002
O  3.1439  4.3072  17.8915  -0.0001  0  -0.0002
O  2.8921  3.8843  13.7174  0.0001  -0.0001  -0.0003
O  1.3264  8.2083  12.4456  -0.0003  0.0001  0.0007
O  1.2261  5.6807  13.0257  0.0002  -0.0003  0.0003
O  4.9975  8.2792  14.8485  0.0005  0.0005  0.0006
O  11.1728  2.3868  20.333  -0.0001  -0.0003  -0.0005
O  10.9565  9.9769  12.7965  0.0008  -0.0003  0.0009
O  5.2646  3.586  12.3581  -0.0002  0.0001  0.0012
O  5.089  3.1819  14.9083  -0.0004  0.0002  0.0006
O  6.4897  4.7962  20.5515  -0.0001  -0.0006  -0.0007
O  8.4635  1.5751  16.6491  -0.0004  0.0017  -0.0026
O  10.3867  1.2128  11.4903  -0.0001  -0.0001  0.0004
O  10.8679  6.6239  11.6493  -0.0005  0.0001  0.0002
O  3.2548  8.6685  19.8434  0.0007  -0.0011  -0.0007
O  1.7032  6.4699  10.4926  -0.0006  -0.0008  0.0014
O  7.167  8.1843  19.9802  0.0002  0.0001  -0.0006
O  8.488  7.5908  17.7579  -0.0002  0.0006  -0.001
O  3.6971  6.4167  13.5801  -0.0001  -0.0003  0.0005
O  9.5277  5.0051  13.3436  0  -0.0002  0.0006
O  5.5243  9.9817  20.7432  -0.0005  0.001  -0.0008
O  10.3532  7.3743  14.1503  -0.0003  -0.0006  -0.0006
O  8.7871  6.1578  19.9569  0.0003  0.0011  -0.0008
O  7.204  5.7143  10.6952  0.0009  0.0018  0.0023
O  5.2571  10.5267  16.3692  0.0002  -0.0006  -0.0003
O  9.0483  1.1452  19.2659  -0.0016  -0.0014  -0.002
O  11.5584  3.0071  10.052  0  -0.0011  0.0019
O  9.7398  8.7049  19.8884  -0.0003  -0.0001  -0.001

Results
free energy: -144146.364 eV
free energy less fixed offsets of B -154.04, O -568.88, Si -635.61 eV per atom: 5.936 eV

The program warned: the cutoff lies below the one the program advises for these potential files; the exchange-correlation potential is rough where the density is thin.
